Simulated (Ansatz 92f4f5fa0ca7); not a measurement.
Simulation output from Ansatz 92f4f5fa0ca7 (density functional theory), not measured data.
Periodic cell of 215 atoms, Si132O82P1, from a study of silicon, its oxide and their interface. The atomic structure is a simulated model.
Doubt: the cutoff is far below the 930 eV that the study's wrapper takes by default for these files, so forces and energies are approximate.
This geometry differs little from another in the collection (a relaxation step or a small displacement).

Settings: functional PBE; potential files Ansatz PAW; basis plane waves; wave-function cutoff 580 eV; density cutoff ratio 5; exchange-correlation grid ratio 1; k mesh 1 x 1 x 1, Gamma-centred; self-consistency stop 5e-08 eV per atom in the density residual; occupations fixed; spin none; net charge +1 e, with a uniform compensating background and no finite-size correction.

Cell vectors (angstrom)
a 10.938 0 0
b 0 10.938 0
c 0 0 31.5432

Atoms: element, x, y, z (angstrom)
Si 10.4338 0.5758 24.3441
Si 6.0445 10.5038 24.1581
Si 2.1289 3.2477 24.0861
Si 8.7015 2.2581 24.3127
Si 0.5012 5.0558 24.1708
Si 5.0528 5.8922 24.195
Si 3.3971 7.6496 24.1642
Si 7.8312 8.8289 23.9962
Si 1.3412 1.4806 25.4614
Si 6.9234 1.2982 25.5113
Si 4.0265 4.1005 25.329
Si 9.6702 4.0936 25.4292
Si 1.5015 6.8141 25.3779
Si 6.8972 6.9467 25.2421
Si 4.2322 9.5288 25.3521
Si 9.5281 9.6424 25.4424
Si 2.7785 0.0048 26.6443
Si 8.2284 -0.0283 26.9535
Si 0.0178 2.7666 26.9249
Si 5.4496 2.7347 26.6675
Si 2.7625 5.4369 26.8438
Si 8.2262 5.5231 26.6294
Si 0.0425 8.2122 26.6543
Si 5.5576 8.1942 26.7993
Si 4.1087 1.3659 28.073
Si 9.5968 1.3696 28.2429
Si 1.3947 4.1185 28.2373
Si 6.8375 4.1333 28.0262
Si 4.1613 6.8202 28.1468
Si 9.5975 6.8505 28.054
Si 1.3936 9.5901 28.0538
Si 6.8516 9.5344 28.2405
Si 0.0501 -0.0218 29.537
Si 5.4464 0.0103 29.4918
Si 2.7698 2.7059 29.5276
Si 8.1719 2.7713 29.4773
Si -0.0162 5.5038 29.4982
Si 5.5099 5.4469 29.5094
Si 2.7532 8.2124 29.4477
Si 8.2553 8.1596 29.5339
Si 1.3974 1.3575 30.9127
Si 6.8146 1.3805 30.8382
Si 4.1288 4.0839 30.8875
Si 9.5509 4.1217 30.844
Si 1.3761 6.8585 30.8308
Si 6.8712 6.8022 30.9001
Si 4.0934 9.5737 30.8479
Si 9.6013 9.5475 30.9013
Si 2.7556 -0.0313 0.7242
Si 8.1689 0.0001 0.6634
Si -0.0287 2.7553 0.6736
Si 5.4805 2.7067 0.7181
Si 2.7152 5.4756 0.6654
Si 8.22 5.4291 0.7385
Si 0.0377 8.1735 0.7173
Si 5.4693 8.209 0.6685
Si 4.1225 1.3301 2.0864
Si 9.5165 1.3839 2.0162
Si 1.3228 4.1346 2.0563
Si 6.8479 4.0507 2.0932
Si 4.0803 6.8536 2.0207
Si 9.6127 6.7936 2.0797
Si 1.3891 9.5411 2.0873
Si 6.8188 9.568 2.0713
Si -0.0554 -0.0066 3.3227
Si 5.461 -0.0273 3.5209
Si 2.7014 2.7259 3.3477
Si 8.1886 2.6782 3.5101
Si -0.0152 5.4601 3.5496
Si 5.4455 5.471 3.3396
Si 2.7528 8.1835 3.4929
Si 8.2221 8.1702 3.3779
Si 1.2662 1.3706 4.6554
Si 6.8412 1.2957 4.9354
Si 4.0545 4.1204 4.6588
Si 9.5263 4.0504 4.9139
Si 1.3901 6.8638 4.9232
Si 6.8371 6.7938 4.6913
Si 4.101 9.5282 4.9258
Si 9.5611 9.5856 4.7286
Si 2.5905 0.0464 6.0996
Si 8.2153 -0.162 6.2817
Si -0.0046 2.6493 6.2029
Si 5.3646 2.7559 6.0707
Si 2.7607 5.4231 6.1856
Si 8.0967 5.4301 6.1864
Si -0.0235 8.3076 6.2062
Si 5.5748 8.1312 6.1802
Si 3.4569 1.9498 7.1973
Si 9.9982 0.8417 7.4634
Si 1.7567 3.6584 7.3869
Si 6.2114 4.5011 7.4006
Si 4.659 6.2916 7.289
Si 9.1602 7.1795 7.3532
P 0.8713 10.1579 7.4845
Si 7.4132 8.8683 7.5231
O 4.62 6.6054 8.9137
O 1.3318 3.9443 8.9651
O 9.77 6.5246 8.7444
O 1.2669 10.1705 9.0615
O 6.0649 4.1834 9.031
O 3.7276 1.6169 8.7706
O 7.1606 8.9385 9.168
O 9.686 1.0132 9.0701
O 8.237 2.5447 22.7594
O 10.9954 5.5561 22.657
O 5.6261 0.1037 22.6579
O 5.2881 5.3969 22.6348
O 2.1504 2.8053 22.4855
O 3.3294 7.8614 22.5178
O 8.3816 8.7491 22.4225
O -0.1637 11.2359 22.762
Si 2.1673 2.9783 12.8985
Si 8.7025 1.2883 10.3573
Si 1.0674 4.5099 15.3521
Si 7.5336 5.5639 12.1953
Si 2.4133 8.1867 21.2139
Si 5.3818 7.796 12.4753
Si 9.2754 0.4663 15.4946
Si 2.9198 -0.0304 16.6711
Si 10.4794 1.1686 12.6034
Si 7.7633 2.835 21.2416
Si 9.1389 8.7933 14.4584
Si 1.4634 4.7707 10.3722
Si 4.4848 9.4901 19.1459
Si 11.0736 6.1033 21.1227
Si 6.623 10.4506 14.8488
Si 5.3889 0.7364 21.1835
Si 2.3289 9.7948 10.3172
Si 0.4304 10.638 21.3907
Si 5.851 5.2571 21.1244
Si 3.6168 7.0902 10.076
Si 9.0444 5.6918 14.8456
Si 3.656 4.0841 19.0924
Si 10.0283 3.6686 19.3286
Si 4.2622 8.6749 15.3814
Si 0.4608 1.9305 17.166
Si 6.7927 7.5404 19.2542
Si 5.2567 3.6293 16.7424
Si 7.7834 5.0204 17.5334
Si 6.6695 9.9072 10.3893
Si 4.3997 1.0245 10.098
Si -0.0574 9.0958 11.8848
Si 9.1025 8.637 20.9452
Si 4.5623 1.6697 14.585
Si 2.4464 2.0869 21.0491
Si 6.357 3.2998 10.3708
Si 3.4291 5.9212 16.7358
Si 9.8708 6.5337 10.368
O 0.1197 2.6337 18.5937
O 2.9318 9.6402 15.5951
O 10.8588 4.8105 20.1542
O 7.6069 2.3794 9.8831
O 10.9332 5.3647 10.8345
O 6.5361 6.6992 12.8149
O 10.2772 8.0767 10.7627
O 7.6717 9.4579 13.9943
O 8.4006 6.1969 10.9662
O 5.3579 10.4832 20.0894
O 2.182 3.7502 11.4371
O 7.9754 8.5511 19.7651
O 6.2042 6.7361 20.5522
O 5.5152 2.7213 15.4096
O 1.3039 0.9313 20.707
O 6.0451 9.0552 11.6338
O 4.6106 4.9902 16.1078
O 6.594 3.9127 17.6344
O 10.5377 10.6808 11.7956
O 5.5863 0.4988 13.9911
O 8.0219 5.1057 15.9369
O 9.7502 9.829 15.5698
O -0.3968 5.149 15.1147
O 1.5713 6.838 20.8117
O 1.5069 0.6494 17.1862
O 6.5965 1.7726 20.817
O 1.0267 1.797 12.819
O 3.2354 5.495 18.3246
O 9.5461 2.0149 11.558
O 1.0253 3.1142 16.1929
O 8.5688 5.1569 13.3796
O 10.2854 8.589 13.3
O 1.4447 9.4036 21.6912
O 10.0775 9.9412 20.6174
O 3.1688 0.1782 10.8201
O 5.1128 2.3084 10.8366
O 1.7442 4.1564 13.9207
O 7.9243 10.8591 10.8491
O 9.1322 4.4733 18.2361
O 5.6478 9.5011 15.7765
O 5.5339 -0.0713 9.7224
O 3.6037 2.3088 13.389
O 1.9759 5.6656 16.0442
O 9.714 1.0572 14.0269
O 4.2994 7.0329 11.5319
O 4.754 4.4914 20.2138
O 9.9637 1.357 16.639
O 6.7004 4.268 11.6376
O 5.5831 8.4127 18.5835
O 9.0737 2.74 20.2771
O 3.6046 1.1393 15.7817
O 4.2158 3.0792 17.9026
O 9.9166 7.2242 20.9033
O 3.2692 8.642 9.6731
O 3.9412 7.4302 16.3876
O 7.6425 0.4868 15.6936
O 8.9354 7.3068 15.035
O 3.9312 1.4428 21.1576
O 1.5646 9.1242 11.5986
O 2.3215 6.1264 10.096
O 7.3479 6.4671 18.1525
O 7.2165 4.368 21.129
O 4.548 8.2429 13.8121
O 3.3297 8.6675 19.9628
O 2.4921 3.2398 19.8766
O 3.7502 10.3783 17.9809

Results
free energy: -131309.777 eV
free energy less fixed offsets of O -568.88, P -755.39, Si -635.61 eV per atom: -5.707 eV

Forces (eV/angstrom), in the order of the atoms: element, x, y, z
Si -0.0044 0.0022 0.0217
Si 0.0057 -0.0104 0.0239
Si 0.0008 0.007 0.0286
Si 0.0101 -0.0044 0.0228
Si 0.0075 -0.0106 0.0254
Si -0.0023 0.0115 0.024
Si 0.0038 -0.0044 0.0246
Si -0.0148 0.0045 0.0243
Si -0.0019 -0.0062 -0.0151
Si -0.0035 0.0041 -0.0157
Si 0.0006 0.0011 -0.0099
Si -0.0045 0.0034 -0.0142
Si -0.0024 0.0039 -0.0133
Si -0.0004 -0.0065 -0.0062
Si -0.0002 -0.0001 -0.0102
Si 0.0078 -0.0008 -0.0169
Si 0.0003 -0.0024 0.0202
Si -0.0014 -0.0002 -0.0213
Si 0.001 0.0023 -0.0213
Si 0.0005 0.0002 0.0171
Si 0.0027 0.0009 -0.0116
Si -0.0034 -0.0011 0.0187
Si -0.0028 -0.0056 0.0182
Si -0.0024 -0.0016 -0.0084
Si 0.0001 -0.0068 -0.0103
Si 0.0048 0.0031 0.0543
Si 0.0013 0.011 0.0544
Si -0.0021 0.0122 -0.0247
Si 0.0192 -0.0022 0.0083
Si 0.0052 -0.0004 -0.0143
Si 0.0063 0.0049 -0.024
Si -0.0099 -0.0134 0.0513
Si -0.006 0.0104 0.0004
Si 0.0059 -0.0047 -0.0079
Si -0.0063 0.0059 -0.0071
Si 0.0118 -0.0124 0.0046
Si 0.0072 -0.0034 -0.0086
Si -0.0079 0.0072 0.0024
Si -0.0035 -0.0009 0.0106
Si -0.0073 0.0115 -0.0075
Si 0.0009 -0.0031 -0.0038
Si -0.0099 -0.0016 0.0013
Si 0.0013 -0.0035 0.0019
Si 0.0037 0.0048 -0.0017
Si -0.0075 -0.0011 0.0025
Si 0.0095 -0.0006 -0.002
Si 0.0032 0.0113 -0.0022
Si -0.0021 -0.0057 -0.0015
Si -0.0088 0.0021 0.0059
Si 0.0126 -0.0031 0.0031
Si 0.0004 -0.0049 0.0006
Si 0.0004 0.0013 0.0027
Si 0.0027 0.0019 0.0003
Si -0.0062 0.0049 0.0037
Si 0.0043 0.0059 0.0024
Si -0.0069 -0.0134 0.0002
Si 0.0003 0.0029 -0.0056
Si 0.0037 -0.0036 0.0174
Si 0.0052 -0.0088 -0.0025
Si -0.0056 0.0029 0.0045
Si 0.0057 -0.0004 0.0151
Si -0.0033 0.0077 -0.0029
Si -0.0004 -0.0066 0.0051
Si -0.0013 0.0274 -0.0084
Si -0.0213 -0.0018 -0.054
Si -0.0041 -0.0006 0.0253
Si -0.0062 -0.0037 -0.0551
Si 0.0036 -0.0105 0.0216
Si -0.0021 0.012 0.0322
Si -0.0037 0.0055 -0.0657
Si -0.002 0.0012 0.0129
Si 0.0087 -0.0506 -0.0287
Si 0.0208 -0.0193 0.0512
Si 0.0013 0.0099 -0.0297
Si -0.0023 0.0147 0.0221
Si 0.0111 -0.0105 -0.0278
Si -0.0181 0.0137 -0.0138
Si -0.0058 0.0135 0.0275
Si -0.0108 -0.0015 -0.0133
Si 0.015 0.063 0.0345
Si -0.0205 -0.0175 0.0294
Si 0.0139 0.0021 0.0247
Si -0.0023 -0.0011 0.0339
Si 0.0062 -0.0175 0.0161
Si -0.0086 0.0034 0.015
Si -0.014 0.005 0.0304
Si 0.0014 -0.17 0.0793
Si 0.0026 0.0043 0.0147
Si -0.0134 0.0035 -0.0544
Si 0.0365 -0.0311 -0.1193
Si 0.0062 -0.0107 -0.0629
Si 0.0046 -0.0088 -0.048
Si -0.0043 0.0211 -0.0439
Si 0.0375 0.0513 -0.0547
P -0.0886 0.2597 -0.4423
Si -0.0121 -0.0405 -0.0641
O 0.0076 -0.009 0.0369
O -0.0077 0.0185 0.0542
O 0.0084 -0.0192 0.06
O 0.0751 -0.0948 0.3493
O 0.0036 -0.0099 0.0462
O 0.0249 -0.0226 0.0855
O -0.0118 0.0304 0.0629
O -0.0152 0.0026 0.0885
O -0.0156 0.0099 -0.0356
O -0.0074 0.0156 -0.0335
O -0.0119 0.0193 -0.033
O 0.0124 -0.0119 -0.0355
O 0.0063 -0.0181 -0.0377
O -0.013 0.0091 -0.0342
O 0.0194 -0.0048 -0.0323
O 0.0157 -0.0136 -0.0326
Si -0.0093 -0.0011 -0.0043
Si -0.0045 -0.01 -0.0201
Si 0.0027 -0.0052 0.005
Si -0.0029 0.0048 -0.0094
Si 0.0077 -0.011 0.0133
Si 0.0055 -0.0011 -0.0062
Si 0.0034 0.0014 0.0005
Si 0.0056 0.0016 0.0121
Si 0.0025 -0.0055 -0.0082
Si 0.0036 -0.0093 0.0105
Si 0.0104 -0.0053 0.0028
Si -0.0138 0.0018 -0.0322
Si 0.0007 0.001 0.0062
Si 0.0031 0.0017 0.0115
Si 0.0023 -0.0025 0.0142
Si 0.0067 -0.0092 0.0093
Si -0.0049 0.0091 0.0156
Si -0.011 0.0077 0.0071
Si -0.0058 0.0028 0.0176
Si -0.0078 -0.0067 -0.0299
Si 0 0.0005 0.0054
Si 0.0008 -0.007 0.0111
Si -0.0034 0.0037 0.0048
Si 0.0062 -0.0013 0.0018
Si -0.0015 0.0042 0.0049
Si 0.0019 0.0017 0.0041
Si 0.0003 -0.0019 0.0076
Si 0.0041 0.0058 0.004
Si 0.0102 -0.0003 -0.0382
Si -0.0139 0.0155 -0.0253
Si 0.0214 -0.002 -0.0131
Si -0.0006 0.0039 0.0108
Si -0.0076 0.0012 0.0044
Si -0.0087 0.0042 0.0134
Si -0.0048 -0.0055 -0.024
Si -0.0011 -0.0006 0.0089
Si 0.0026 -0.0031 -0.0439
O 0.0038 -0.0063 -0.003
O -0.0015 -0.0001 -0.0079
O -0.0046 -0.0128 -0.0049
O 0 0.0033 0.0063
O 0.0022 0.0001 0.0014
O 0.0025 -0.0029 -0.0084
O -0.0024 0.0038 -0.0028
O -0.0032 0.0022 -0.0064
O -0.0264 -0.0134 0.015
O -0.0045 -0.0104 -0.0033
O 0.0102 -0.0184 0.0183
O -0.0094 -0.0035 -0.0041
O 0.0042 0.0067 -0.0019
O 0.0006 0.0022 -0.0051
O 0.0034 0.0008 0.0038
O -0.0161 -0.0169 0.0116
O -0.0017 0.0005 -0.005
O -0.002 -0.0025 -0.0007
O -0.0089 0.0226 0.001
O -0.0001 0.0009 -0.0073
O -0.003 -0.004 0.0001
O -0.0007 0.0028 0.0011
O 0.0002 0.0004 -0.0061
O -0.0014 -0.0007 0.004
O 0 0 -0.0024
O -0.0005 0.003 0.0059
O -0.0017 0.0013 -0.0084
O -0.0002 0.004 -0.0032
O 0.0138 0.0091 0.0104
O -0.0019 -0.003 -0.0012
O 0.0078 -0.0019 0.0012
O -0.0194 -0.0006 0.0212
O -0.0008 0.001 0.0042
O -0.0025 -0.0039 0.0031
O -0.0126 -0.0005 -0.0118
O 0.002 0.0032 -0.005
O -0.0038 0.008 0.0042
O -0.0053 0.0027 -0.0075
O -0.0051 0.0025 -0.004
O 0 0.0003 -0.0034
O 0.0173 -0.0038 0.0053
O 0.0107 -0.004 0.0006
O 0.0006 0.0015 -0.0045
O -0.0091 -0.0054 0.0132
O 0.0192 0.0001 0.027
O -0.0108 -0.0052 -0.0061
O 0.002 0.0007 0.0034
O 0.0064 0.0206 0.0071
O -0.0008 0.0006 0.0007
O 0.0097 0.0043 -0.0044
O -0.0018 -0.0041 -0.0036
O 0.0045 0.0005 -0.0065
O -0.0003 0.0006 0.0052
O -0.0028 0.0019 -0.0038
O -0.0021 -0.0033 -0.0039
O -0.0004 -0.0002 -0.0046
O -0.0025 0.0003 -0.0029
O 0.0029 0.0005 0.0064
O -0.002 -0.0048 0.0074
O -0.001 -0.0015 -0.0022
O 0.0026 -0.008 -0.0045
O -0.0003 0.0003 0.0056
O -0.0076 0.0074 0.0117
O 0.0116 0.0067 -0.0078
O 0.0058 0.0119 -0.0067
O -0.0063 0.0029 -0.0101

The program warned: the cutoff lies below the one the program advises for these potential files; the exchange-correlation potential is rough where the density is thin.
